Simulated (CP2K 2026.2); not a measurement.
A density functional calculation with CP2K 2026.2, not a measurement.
Periodic cell of 534 atoms, Si358O176, from a study of silicon, its oxide and their interface. The atomic structure is a simulated model.
Doubt: the forces sum to 1.19 eV/angstrom along one axis rather than to zero, so they err by at least 0.0022 eV/angstrom per atom on average; the grid cutoff is modest.

Settings: functional PBE; method Gaussian and plane waves; basis set DZVP-MOLOPT-SR-GTH; pseudopotentials GTH-PBE; grid cutoff 350 Ry, relative cutoff 50 Ry; k points Gamma only; occupations fixed; spin none; net charge 0.

Cell vectors (angstrom)
a	16.4025	0	0
b	0	16.4025	0
c	0	0	35.6868

Atoms and the computed forces on them: element, x, y, z (angstrom), force x, y, z (eV/angstrom)
Si	16.079	0.338	0.4	0.048	-0.026	-0.236
Si	2.667	2.614	0.191	-0.046	0.133	-0.144
Si	16.076	5.948	0.211	-0.129	-0.167	-0.03
Si	2.29	8.654	0.276	-0.04	-0.216	-0.295
Si	16.37	10.849	0.402	0.112	-0.021	-0.185
Si	3.112	13.174	35.522	-0.281	0.199	-0.205
Si	4.963	0.467	0.052	-0.071	-0.031	-0.182
Si	7.424	3.133	35.6	0.011	-0.132	-0.149
Si	5.551	5.57	0.316	-0.023	0.165	0.028
Si	8.375	7.646	35.679	0.076	0.331	0.273
Si	5.181	10.767	0.131	0.003	-0.212	0.16
Si	8.477	13.392	35.488	-0.177	-0.144	0.146
Si	10.932	15.912	35.437	-0.086	0.054	0.08
Si	13.795	2.386	0.253	0.226	-0.001	-0.195
Si	10.718	5.528	35.601	0.028	-0.06	0.133
Si	13.655	7.893	0.027	0.05	-0.032	-0.045
Si	10.618	11.059	35.472	-0.002	-0.14	0.103
Si	13.331	13.823	35.509	0.21	0.11	0.194
Si	1.28	1.436	1.67	-0.045	0.002	-0.247
Si	3.923	4.237	1.438	0.031	-0.133	-0.307
Si	1.213	6.994	1.6	-0.003	0.066	-0.204
Si	3.988	9.54	1.663	-0.104	-0.063	-0.169
Si	1.373	12.373	1.418	0.24	0.07	-0.129
Si	4.042	14.971	1.185	-0.027	0.111	-0.084
Si	6.57	1.51	1.432	-0.019	-0.002	-0.18
Si	9.396	3.97	1.169	-0.07	0.167	-0.267
Si	6.943	6.764	1.692	-0.066	0.085	-0.299
Si	9.469	9.48	1.19	0.01	-0.236	-0.304
Si	6.822	12.191	1.16	0.024	0.112	-0.362
Si	9.474	14.915	1.325	-0.038	0.095	-0.185
Si	12.099	1.163	1.299	0.068	-0.216	-0.321
Si	14.946	4.131	1.41	0.115	0.134	-0.363
Si	12.203	6.691	1.418	-0.084	-0.009	-0.285
Si	14.755	9.555	1.445	0.031	-0.246	-0.189
Si	12.17	12.243	1.208	-0.062	0.141	-0.195
Si	14.846	14.988	1.374	-0.003	0.03	-0.309
Si	16.302	2.84	2.881	0.009	0.105	0.184
Si	2.676	16.307	2.753	0.112	-0.133	0.015
Si	16.189	8.287	2.897	0.057	0.138	0.139
Si	2.599	5.546	2.852	-0.086	0.019	-0.035
Si	16.327	13.705	2.725	0.003	0.044	0.018
Si	2.644	11.004	2.896	0.024	0.012	0.183
Si	5.302	2.835	2.849	-0.149	0.096	0.155
Si	8.088	0.015	2.614	-0.054	0.039	-0.128
Si	5.448	8.157	2.884	-0.044	0.042	0.007
Si	8.274	5.314	2.855	0.056	-0.068	0.099
Si	5.489	13.662	2.589	-0.081	-0.101	-0.066
Si	8.132	10.856	2.638	0.082	-0.023	-0.097
Si	10.765	2.611	2.604	0.069	0.179	-0.005
Si	13.493	16.325	2.773	-0.053	-0.136	0.1
Si	10.866	8.187	2.678	-0.037	0.068	-0.018
Si	13.55	5.39	2.818	0.052	-0.017	0.138
Si	10.858	13.606	2.7	0.094	-0.061	0.06
Si	13.47	10.967	2.738	0.004	0.054	0.064
Si	1.291	4.157	4.233	-0.09	-0.026	0.053
Si	4.007	1.33	4.142	0.075	0.049	-0.055
Si	1.248	9.616	4.229	-0.086	0.074	-0.119
Si	4.037	6.83	4.207	0.065	-0.032	0.048
Si	1.279	15.027	4.148	0.015	0.009	-0.006
Si	4.127	12.366	4.116	-0.143	-0.023	-0.11
Si	6.779	4.087	4.21	0.008	-0.063	-0.079
Si	9.453	1.314	4.06	0.022	0.005	0.003
Si	6.811	9.58	4.142	-0.084	0.039	0.033
Si	9.574	6.812	4.138	0.008	-0.077	-0.061
Si	6.787	15.035	4.026	-0.029	-0.063	0.05
Si	9.487	12.231	4.057	0.035	0.037	-0.072
Si	12.15	3.98	4.074	0.029	0.06	-0.03
Si	14.916	1.349	4.115	-0.072	0.038	-0.066
Si	12.179	9.562	4.116	-0.054	-0.015	-0.007
Si	14.895	6.805	4.204	0.072	0.022	-0.101
Si	12.184	14.956	4.155	0.102	0.044	-0.083
Si	14.947	12.296	4.072	0.064	-0.004	-0.041
Si	16.402	16.391	10.969	0.024	-0.008	-0.005
Si	2.741	2.736	10.956	0.012	-0.014	-0.006
Si	16.401	5.486	10.96	-0.001	-0.013	0.001
Si	2.746	8.228	10.972	-0.046	-0.013	-0.001
Si	0.002	10.939	10.971	0.029	-0.013	0.005
Si	2.757	13.676	10.959	-0.023	-0.011	-0.001
Si	5.484	0.001	10.966	-0.011	-0.045	0.003
Si	8.196	2.729	10.972	-0.013	0.001	0.007
Si	5.483	5.482	10.976	-0.022	-0.01	0.009
Si	8.208	8.216	10.972	0.003	-0.056	0
Si	5.481	10.959	10.979	-0.011	-0.027	0.014
Si	8.201	13.665	10.978	-0.007	-0.01	0.002
Si	10.915	16.388	10.977	0.006	0.017	-0.003
Si	13.646	2.726	10.973	0.008	-0.014	0.001
Si	10.921	5.465	10.97	0.007	-0.026	-0.001
Si	13.657	8.205	10.962	0.016	-0.022	-0.002
Si	10.929	10.94	10.976	-0.008	-0.034	0.006
Si	13.66	13.655	10.977	0.007	-0.007	-0.005
Si	1.4	1.348	12.316	-0.042	0.035	-0.001
Si	4.122	4.097	12.328	-0.046	-0.027	0
Si	1.381	6.852	12.325	0.028	0.005	0.002
Si	4.131	9.589	12.348	0.003	-0.007	0.008
Si	1.41	12.292	12.318	0.003	0.04	-0.015
Si	4.149	15.022	12.329	-0.007	0.061	-0.012
Si	6.854	1.355	12.348	-0.003	0.031	0.009
Si	9.566	4.099	12.339	0.025	0.018	-0.014
Si	6.866	6.847	12.35	0.016	0.046	0.001
Si	9.576	9.579	12.349	0.024	0.044	0.002
Si	6.859	12.305	12.366	-0.007	0.02	0.008
Si	9.571	15.015	12.358	-0.009	0.014	-0.01
Si	12.283	1.355	12.342	0.011	-0.014	-0.017
Si	15.033	4.111	12.309	0.036	0.036	-0.004
Si	12.29	6.845	12.322	0.003	-0.031	-0.001
Si	15.043	9.556	12.328	-0.03	-0.01	0.002
Si	12.31	12.282	12.356	0.027	0.012	0.012
Si	15.054	15.004	12.337	-0.002	0.024	-0.003
Si	0.03	2.744	13.635	0.052	-0.043	-0.014
Si	2.805	16.399	13.679	0.035	-0.059	0.002
Si	0.025	8.216	13.706	0.044	-0.045	0.028
Si	2.776	5.497	13.676	-0.057	-0.003	-0.012
Si	0.058	13.639	13.689	0.026	-0.034	0.017
Si	2.791	10.974	13.723	-0.076	-0.001	0.022
Si	5.502	2.739	13.707	-0.022	0.046	0.007
Si	8.223	16.393	13.729	0.047	-0.014	0.003
Si	5.536	8.252	13.713	-0.055	-0.046	-0.014
Si	8.246	5.489	13.723	-0.009	-0.073	0.012
Si	5.515	13.688	13.737	-0.006	-0.017	-0.006
Si	8.244	10.955	13.739	0.011	-0.063	-0.029
Si	10.926	2.736	13.712	-0.031	0.022	0.032
Si	13.667	16.372	13.674	0	0.044	0.005
Si	10.955	8.221	13.707	-0.01	-0.029	-0.018
Si	13.672	5.493	13.671	0.004	0.007	-0.006
Si	10.94	13.644	13.727	0.007	0.027	-0.001
Si	13.691	10.906	13.714	0.037	0.003	-0.027
Si	1.396	4.112	15.003	0.029	0.018	-0.045
Si	4.166	1.351	15.078	-0.054	-0.043	0.034
Si	1.418	9.592	15.061	0.034	0.025	0.002
Si	4.185	6.848	15.029	0.007	0.044	-0.014
Si	1.484	14.986	15.021	-0.014	0.063	-0.023
Si	4.18	12.324	15.124	0.043	0.011	0.045
Si	6.885	4.104	15.073	0.065	-0.015	-0.006
Si	9.587	1.352	15.104	-0.016	0.047	0.019
Si	6.898	9.612	15.126	0.032	0.017	0.064
Si	9.607	6.879	15.097	0.053	0.024	0.029
Si	6.885	15.036	15.13	-0.04	0.041	0.083
Si	9.606	12.292	15.145	0.003	0.008	0.069
Si	12.305	4.139	15.032	-0.019	-0.015	-0.015
Si	15.063	1.366	14.962	0.013	-0.011	-0.067
Si	12.321	9.558	15.102	0.009	-0.01	0.089
Si	15.036	6.846	15.056	-0.031	-0.038	0.043
Si	12.327	14.999	15.072	0.029	-0.019	0.016
Si	15.122	12.232	15.048	-0.035	0.039	-0.002
Si	0.081	16.397	16.233	0.008	-0.021	0.051
Si	2.801	2.786	16.357	-0.035	-0.009	0.018
Si	16.38	5.415	16.367	0.021	0.078	-0.006
Si	2.858	8.251	16.355	-0.005	-0.05	0.042
Si	0.074	10.91	16.503	0.049	-0.014	0.034
Si	2.835	13.69	16.51	-0.02	0.052	0.036
Si	5.536	0.013	16.517	0.114	-0.03	0.112
Si	8.201	2.713	16.474	0	0.037	0.244
Si	5.583	5.534	16.418	-0.095	-0.073	0.025
Si	8.263	8.242	16.506	0.002	0.048	0.027
Si	5.601	11.026	16.53	-0.105	-0.049	0.075
Si	8.257	13.681	16.527	-0.015	-0.043	-0.045
Si	10.991	16.388	16.454	-0.019	0.037	-0.062
Si	13.691	2.732	16.304	0.042	0.01	-0.001
Si	11.018	5.547	16.444	-0.058	-0.066	0.189
Si	13.724	8.232	16.485	-0.029	-0.055	-0.001
Si	10.969	10.897	16.519	0.063	0.032	0.083
Si	13.734	13.58	16.36	0.088	-0.057	0.088
Si	1.335	1.427	17.598	-0.027	-0.075	-0.228
Si	4.231	4.129	17.714	0.167	-0.119	-0.03
Si	1.416	6.843	17.553	0.041	0.049	-0.296
Si	4.261	9.561	17.804	-0.003	-0.023	-0.142
Si	1.507	12.259	17.851	0.056	-0.118	-0.079
Si	4.178	15.087	17.939	0.021	-0.038	-0.032
Si	6.873	1.353	17.991	0.007	0.15	-0.011
Si	9.628	4.139	17.736	-0.113	-0.073	-0.3
Si	6.911	6.88	17.876	0.04	-0.113	-0.071
Si	9.579	9.589	17.967	-0.045	0.085	0.001
Si	6.916	12.415	18.033	-0.047	0.024	0.15
Si	9.667	15.024	17.854	-0.097	-0.026	0.008
Si	12.449	1.35	17.711	-0.022	0.043	0.018
Si	14.97	4.048	17.752	-0.054	0.059	-0.056
Si	12.394	6.893	17.91	-0.064	-0.034	0.067
Si	15.116	9.531	17.91	-0.011	0.035	0.008
Si	12.467	12.196	17.831	0.101	-0.045	-0.059
Si	15.211	14.957	17.562	0.087	-0.041	-0.273
Si	16.318	2.625	19.032	0.031	-0.236	0.341
Si	2.732	0.244	18.997	-0.044	0.003	0.309
Si	0.177	8.075	19.068	0.057	-0.071	0.126
Si	2.769	5.508	18.842	-0.035	0.088	0.159
Si	0.128	13.703	19.059	0.049	0.132	0.212
Si	2.927	10.879	19.198	0.009	0.011	0.135
Si	5.446	2.863	19.342	0.07	-0.023	0.468
Si	8.389	16.362	19.332	0.066	0.207	0.118
Si	5.612	8.252	19.283	-0.046	0.149	0.172
Si	8.299	5.486	19.173	0.121	0.009	0.318
Si	5.534	13.817	19.513	-0.036	-0.084	0.128
Si	8.285	11.011	19.453	0.102	0.01	0.268
Si	11.097	2.8	18.972	-0.015	0.068	0.174
Si	13.91	16.303	18.882	-0.028	0.002	0.262
Si	10.972	8.235	19.334	0.006	-0.162	0.273
Si	13.775	5.447	19.256	-0.029	0.044	0.167
Si	11.114	13.642	19.08	0.105	-0.054	0.238
Si	13.812	10.869	19.401	-0.109	0.094	0.077
Si	1.361	4.107	20.048	0.032	0.08	0.529
Si	3.506	1.949	20.503	-0.001	0.229	-0.113
Si	1.754	9.208	20.389	-0.028	0.086	0.365
Si	3.898	6.988	20.258	-0.081	-0.09	0.359
Si	1.358	15.323	20.297	0.083	0.104	0.073
Si	4.45	11.96	20.701	-0.006	-0.067	-0.022
Si	7.318	3.9	20.63	-0.274	-0.009	-0.097
Si	9.655	1.693	20.418	0.215	-0.118	-0.191
Si	6.748	9.758	20.872	0.005	0.116	-0.129
Si	9.796	6.57	20.632	0.065	0.03	-0.175
Si	6.889	15.39	20.888	0.014	-0.175	-0.213
Si	10.072	12.223	20.612	-0.103	-0.009	-0.226
Si	12.054	4.348	20.47	0.126	-0.06	0.08
Si	15.391	0.851	20.44	-0.09	0.115	0.152
Si	12.103	9.779	20.759	0.045	-0.053	0.121
Si	15.664	6.357	20.412	-0.027	-0.179	0.217
Si	12.759	14.83	20.258	-0.153	0.127	0.169
Si	14.982	12.66	20.479	0.111	0.053	0.42
Si	14.89	0.27	26.817	-0.026	-0.048	0.074
Si	5.245	1.095	22.719	-0.075	-0.11	0.341
Si	0.197	0.393	29.488	-0.026	-0.081	0.098
Si	0.005	9.285	29.649	0.055	-0.002	-0.089
Si	0.024	12.611	23.365	-0.153	0.049	0.298
Si	2.809	13.74	22.622	-0.19	0.042	0.167
Si	4.727	15.22	24.722	0.08	-0.023	0.433
Si	11.557	2.496	22.763	-0.157	0.209	0.124
Si	2.079	6.216	24.485	-0.078	-0.082	0.249
Si	8.557	8.18	23.054	0.075	-0.116	0.136
Si	0.881	9.786	23.334	0.078	-0.106	0.344
Si	8.854	13.981	22.925	0.051	-0.061	0.198
Si	9.682	16.162	25.022	-0.114	0.03	0.369
Si	9.357	3.967	27.932	0.124	-0.09	-0.029
Si	5.953	9.995	26.078	-0.072	0.023	0.186
Si	12.11	8.176	26.385	0.052	0.057	0.15
Si	11.514	9.108	23.636	0.283	0.06	0.398
Si	14.455	14.587	24.822	0.124	-0.016	0.2
Si	6.753	4.426	26.525	0.013	-0.037	0.123
Si	3.592	8.595	24.476	-0.085	-0.03	0.398
Si	15.973	7.213	23.258	0.125	-0.084	0.33
Si	1.836	2.096	28.026	0.042	0.086	0.087
Si	7.272	14.577	26.261	-0.14	-0.054	0.139
Si	4.493	6.095	23.07	-0.226	0.041	0.293
Si	6.569	3.915	23.565	-0.009	-0.061	0.352
Si	8.249	11.994	25.35	-0.075	-0.028	0.474
Si	11.229	10.884	25.871	0.009	0.147	0.153
Si	2.196	7.317	30.592	-0.15	-0.085	-0.324
Si	10.54	2.638	25.427	-0.001	-0.021	0.209
Si	9.955	1.169	29.376	0.084	-0.034	-0.174
Si	13.929	3.451	29.67	0.037	0.067	-0.129
Si	7.649	7.409	26.112	-0.044	-0.02	0.329
Si	12.566	13.353	27.062	0.074	0.069	0.134
Si	12.954	13.751	30.05	-0.002	-0.002	-0.087
Si	13.302	0.175	22.581	0.233	-0.218	0.036
Si	15.583	3.061	26.962	-0.082	0.104	0.022
Si	3.871	16.331	27.424	0.124	-0.109	0.036
Si	15.966	5.763	25.671	0.099	-0.111	0.119
Si	3.363	4.913	31.481	0.08	0.062	-0.411
Si	15.437	12.701	33.627	0.01	-0.244	-0.167
Si	0.654	11.292	31.727	0.179	-0.165	-0.228
Si	4.715	2.636	28.036	0.1	0.059	-0.055
Si	6.586	1.188	33.308	-0.223	0.145	-0.1
Si	10.088	6.937	28.227	-0.034	0.081	0.026
Si	5.766	14.577	28.904	-0.087	-0.099	-0.079
Si	4.592	10.846	31.531	-0.013	0.156	-0.18
Si	12.099	1.88	31.235	0.103	-0.124	-0.357
Si	15.174	4.56	32.04	0.099	0.048	-0.343
Si	5.622	11.324	28.86	0.046	0.013	-0.082
Si	14.08	6.34	30.041	-0.017	-0.009	-0.104
Si	8.326	15.139	30.216	-0.11	-0.027	-0.215
Si	0.239	15.532	33.431	0.042	0.152	-0.428
Si	1.392	4.496	33.722	0.053	-0.143	-0.138
Si	4.498	2.023	30.985	-0.186	-0.013	-0.104
Si	2.269	9.079	32.922	-0.059	0.04	-0.039
Si	5.054	7.307	31.141	0.028	-0.177	-0.466
Si	15.054	7.975	27.501	-0.018	0.156	0.059
Si	3.098	13.245	32.381	0.064	-0.161	-0.243
Si	5.805	8.062	34.182	-0.145	-0.043	-0.143
Si	8.751	15.443	33.164	0.194	-0.125	-0.127
Si	6.973	9.447	30.645	-0.039	-0.039	-0.204
Si	13.547	9.048	30.791	0.147	-0.03	-0.324
Si	10.499	13.606	28.886	-0.216	0.023	0.018
Si	10.008	8.79	30.983	-0.044	0.135	-0.347
Si	12.562	3.948	33.519	0.078	0.057	-0.07
Si	11.806	0.504	26.89	0.054	0.112	0.269
Si	11.775	11.143	30.057	0.026	0.06	-0.141
Si	11.885	9.09	33.276	0.127	0.009	-0.176
Si	14.345	16.171	31.545	0.043	0.029	-0.388
Si	2.413	15.909	31.185	0.078	0.021	-0.274
O	0.614	16.185	34.854	0.022	-0.13	0.278
O	15.036	1.423	35.371	-0.185	0.173	0.411
O	1.794	3.165	34.578	0.037	-0.093	0.031
O	3.761	1.533	35.255	0.167	-0.117	0.224
O	14.959	6.984	35.181	-0.081	-0.045	0.242
O	0.762	5.614	34.705	0.101	0.309	0.18
O	5.282	7.804	32.668	0.181	-0.007	0.585
O	2.764	8.53	34.37	-0.048	0.036	0.203
O	15.798	11.579	34.738	0.015	0.009	-0.033
O	1.032	9.675	35.673	-0.048	-0.209	0.338
O	2.873	13.687	33.945	0.049	-0.108	0.286
O	1.824	12.421	31.776	-0.097	0.022	0.11
O	5.635	1.822	32.133	0.33	-0.254	0.459
O	5.716	0.2	34.286	0.042	-0.324	0.076
O	7.407	2.348	34.13	0.286	0.103	0.047
O	6.485	4.461	35.176	0.217	-0.353	0.125
O	8.431	9.081	31.231	0.043	-0.124	0.084
O	5.066	6.857	35.042	-0.301	-0.357	0.314
O	9.579	6.641	35.101	-0.121	0.306	0.024
O	7.437	7.915	34.337	0.024	0.213	0.126
O	4.447	12.335	32.185	0.008	-0.053	-0.103
O	4.076	11.85	35.218	0.067	0.351	0.293
O	9.577	12.253	34.925	-0.164	-0.063	0.183
O	8.073	14.302	34.144	-0.147	-0.239	0.198
O	10.043	16.072	33.999	0.348	0.041	0.383
O	12.18	14.905	34.998	0.029	0.025	0.036
O	0.206	4.148	32.658	-0.004	-0.009	0.165
O	12.993	2.811	34.576	-0.208	0.06	-0.065
O	12.869	9.979	29.598	0.177	0.119	0.208
O	11.472	4.956	34.216	-0.243	0.067	-0.074
O	12.682	8.195	34.393	-0.024	-0.035	0.065
O	10.762	8.258	32.362	0.095	0.075	0.13
O	11.221	10.357	34.081	-0.26	-0.053	0.327
O	10.646	10.296	30.855	0.031	0.056	0.007
O	1.43	16.088	32.473	-0.113	-0.101	0.335
O	13.961	13.26	34.06	-0.212	-0.031	0.145
O	2.383	3.13	20.963	0.295	0.014	-0.383
O	0.329	5.137	20.905	-0.008	0.109	-0.75
O	5.043	0.275	24.098	0.078	0.105	-0.12
O	3.818	1.245	21.963	0.002	0.056	-0.185
O	2.409	9.51	23.847	-0.147	0.013	-0.031
O	0.384	11.171	24.01	0.004	-0.016	-0.088
O	2.846	8.08	20.979	-0.139	0.081	-0.567
O	0.957	9.832	21.703	-0.203	-0.065	-0.505
O	2.456	14.778	21.416	0.299	0.053	-0.239
O	0.206	16.277	21.047	-0.058	0.058	-0.407
O	3.487	12.399	21.982	0.255	-0.17	-0.109
O	1.408	13.462	23.387	0.101	0.142	-0.083
O	7.539	4.168	22.279	-0.198	0.388	-0.492
O	8.319	2.63	20.41	-0.247	0.024	0.261
O	9.924	3.781	26.407	-0.061	-0.129	-0.026
O	10.324	1.79	21.933	0.074	-0.067	0.052
O	5.561	10.856	21.346	-0.146	0.054	-0.707
O	7.424	9.099	22.269	-0.09	0.061	-0.033
O	8.979	6.974	22.025	-0.092	0.111	-0.144
O	8.063	7.614	24.527	-0.092	-0.045	-0.533
O	7.54	14.46	22.089	-0.295	-0.122	0.029
O	6.236	0.309	21.67	0.147	0.047	-0.095
O	9.874	13.252	21.893	0.101	-0.074	-0.139
O	11.114	11.058	21.173	-0.136	-0.148	-0.446
O	12.477	3.451	21.806	0.04	-0.073	-0.086
O	11.008	3.364	24.045	0.186	-0.225	-0.193
O	14.99	1.769	26.168	-0.05	0.175	-0.094
O	14.475	1.039	21.814	-0.046	0.001	0.03
O	11.938	7.949	24.753	0.256	-0.072	-0.151
O	12.388	9.027	22.25	0.021	0.269	-0.424
O	15.232	7.105	21.826	-0.261	-0.103	-0.058
O	9.908	5.351	28.608	0.06	0.041	0.345
O	12.302	15.834	21.509	-0.131	-0.353	-0.258
O	11.146	15.957	25.723	0.01	0.081	-0.105
O	15.836	12.373	21.87	-0.301	0.062	-0.464
O	13.79	13.722	20.961	-0.076	0.078	-0.295
O	15.374	15.596	25.709	0.067	0.047	0.11
O	0.799	2.853	27.025	0.001	-0.072	-0.001
O	7.166	3.721	25.088	0.118	0.01	-0.164
O	0.982	1.831	29.402	-0.006	0.059	0.078
O	4.491	7.701	23.427	0.335	-0.192	-0.069
O	11.8	2.022	26.287	-0.062	0.203	-0.308
O	2.789	7.438	25.354	0.132	-0.102	0.045
O	3.226	5.322	23.773	0.219	-0.06	-0.019
O	15.344	13.339	24.324	0.18	-0.24	-0.191
O	16.077	8.756	23.78	-0.204	0.083	0.095
O	3.883	14.335	23.676	-0.038	-0.007	-0.125
O	3.87	15.394	26.097	-0.218	-0.255	-0.226
O	5.742	2.573	23.167	-0.319	-0.19	-0.007
O	2.379	0.606	27.555	0.075	-0.125	0.268
O	5.743	5.308	23.693	-0.023	-0.085	0.175
O	4.618	9.6	25.228	-0.085	-0.157	-0.427
O	1.112	8.064	29.634	0.018	-0.136	-0.257
O	15.191	4.479	26.272	0.061	-0.045	-0.218
O	9.916	9.048	23.307	-0.277	0.23	-0.073
O	7.068	10.862	25.238	0.239	-0.056	-0.391
O	15.201	6.207	24.292	0.018	0.213	0.011
O	1.159	6.779	23.244	0.095	-0.183	-0.103
O	9.577	15.279	23.639	-0.029	0.135	-0.479
O	8.383	12.815	23.96	-0.212	0.084	-0.093
O	9.513	1.405	24.981	-0.099	-0.009	-0.143
O	9.632	2.688	28.888	0.166	0.017	0.187
O	14.814	3.326	31.034	-0.131	-0.025	-0.039
O	12.444	1.281	23.399	0.117	0.012	0.247
O	6.686	8.636	26.582	-0.129	-0.147	0.291
O	10.94	5.436	21.083	-0.025	0.214	-0.555
O	13.699	8.374	26.707	-0.222	-0.003	-0.259
O	11.506	7.037	27.39	0.206	-0.218	0.075
O	12.33	11.821	26.593	-0.075	-0.209	0.166
O	11.774	10.564	24.359	0.077	0.01	-0.262
O	13.862	15.424	23.574	-0.217	0.257	-0.265
O	13.276	14.037	25.791	-0.215	-0.04	-0.017
O	3.134	3.051	28.21	0.028	0.195	-0.144
O	5.344	3.839	27.129	0.023	0.114	0.103
O	5.265	2.321	29.557	0.261	-0.122	0.002
O	1.123	5.312	25.434	-0.136	-0.104	0.166
O	16.058	7.127	26.556	0.149	-0.113	-0.204
O	7.82	13.064	26.509	0.128	-0.005	0.142
O	0.639	10.699	30.182	0.021	0.025	0.106
O	1.35	15.712	29.935	0.161	0.029	0.263
O	6.156	14.504	25.065	-0.069	0.153	-0.308
O	6.596	15.115	27.616	-0.114	0.227	-0.251
O	8.458	15.631	25.952	0.07	0.096	0.011
O	4.503	5.986	21.452	0.257	-0.058	-0.343
O	6.769	6.043	26.303	-0.213	0.125	-0.048
O	7.754	4.057	27.746	-0.018	-0.028	0.113
O	5.659	12.953	28.89	-0.192	0.174	0.175
O	9.689	11.4	25.812	-0.089	-0.132	0.004
O	11.236	9.51	26.751	-0.07	-0.107	0.137
O	4.411	10.902	29.889	-0.017	0.086	0.114
O	3.727	7.847	30.324	0.225	0.228	-0.116
O	8.645	0.236	29.627	-0.262	0.148	-0.215
O	8.96	14.02	29.163	0.163	-0.124	0.141
O	11.917	3.151	32.242	-0.083	0.258	0.223
O	10.657	1.253	30.847	0.165	0.174	0.174
O	13.299	4.968	29.608	0.159	-0.071	0.004
O	12.712	2.385	29.788	0.231	0.088	-0.005
O	14.768	6.942	28.716	0.185	-0.397	0.209
O	8.908	7.386	27.169	-0.109	0.009	-0.199
O	13.443	13.479	28.473	-0.101	0.19	-0.125
O	15.367	0.511	30.525	-0.01	0.119	0.005
O	12.719	12.29	30.789	0.127	0.078	-0.096
O	11.453	14.417	29.959	-0.084	0.296	0.004
O	15.911	0.041	28.058	0.004	-0.097	-0.114
O	13.325	0.045	27.272	-0.116	0.006	0.057
O	14.871	3.088	28.419	-0.025	-0.197	0.126
O	2.74	5.048	32.989	-0.026	0.032	0.144
O	3.451	0.753	30.96	-0.065	0.062	-0.189
O	4.324	15.377	28.719	0.093	0.068	0.128
O	15.799	9.308	28.122	0.086	0.034	-0.261
O	15.171	9.032	30.696	-0.077	0.05	0.105
O	4.884	1.213	27.232	-0.188	-0.188	-0.1
O	2.265	5.67	30.476	0.07	-0.066	0.22
O	0.121	13.919	33.629	0.071	-0.065	0.313
O	15.616	11.96	32.157	0.109	0.173	0.325
O	1.839	7.723	32.126	-0.044	-0.064	0.249
O	0.993	10.099	32.809	-0.02	-0.021	0.017
O	4.822	5.673	31.258	-0.064	-0.055	0.25
O	3.56	3.333	31.24	0.02	-0.035	0.147
O	7.739	0.229	32.708	0.114	0.207	-0.289
O	9.015	14.79	31.668	0.174	-0.049	0.283
O	6.972	10.492	29.362	0.205	0.045	-0.104
O	10.129	7.837	29.626	0.126	0.067	-0.103
O	3.3	14.568	31.443	0.255	-0.066	0.192
O	3.48	9.887	32.195	0.055	0.05	-0.092
O	5.498	9.607	34.661	-0.037	0.151	-0.025
O	6.104	10.26	31.788	-0.014	-0.068	0.324
O	13.934	4.749	33.095	-0.166	0.25	0.361
O	11.061	13.963	27.386	0.002	-0.046	0.011
O	10.892	0.453	28.243	-0.008	-0.201	0.028
O	13.046	0.697	31.841	0.086	-0.089	-0.014
O	6.682	14.98	30.207	-0.041	-0.169	0.335
O	5.367	10.865	27.325	0.154	-0.175	-0.165
O	15.237	5.943	31.145	-0.032	-0.017	0.062
O	13.065	7.478	30.63	-0.036	0.038	0.225
O	13.943	14.713	30.891	0	-0.147	0.242
O	13.059	9.608	32.239	0.026	0.053	0.342
O	10.82	11.988	29.014	0.159	-0.177	-0.212
O	15.149	15.983	32.936	-0.2	-0.14	0.382
O	6.293	7.969	30.289	0.079	-0.067	0.219
Si	16.322	0.012	5.495	0.046	-0.01	-0.025
Si	2.67	2.722	5.524	-0.078	-0.035	0.007
Si	16.313	5.494	5.577	0.033	0.006	-0.004
Si	2.669	8.227	5.536	-0.017	0.018	-0.012
Si	16.29	10.987	5.538	0.065	-0.055	0.019
Si	2.701	13.682	5.489	0.014	-0.009	-0.013
Si	5.435	16.38	5.467	-0.014	0.059	-0.086
Si	8.152	2.681	5.503	-0.093	-0.029	0.001
Si	5.426	5.474	5.553	-0.022	-0.015	0.045
Si	8.177	8.187	5.49	-0.003	-0.049	-0.038
Si	5.452	10.964	5.496	0.026	0.018	-0.011
Si	8.15	13.654	5.422	0.029	0.02	-0.088
Si	10.838	16.38	5.47	-0.007	-0.072	-0.041
Si	13.56	2.696	5.493	-0.041	-0.059	-0.001
Si	10.903	5.42	5.498	0.028	0.066	-0.012
Si	13.558	8.216	5.52	0.014	-0.029	-0.029
Si	10.847	10.925	5.496	-0.024	-0.057	-0.052
Si	13.615	13.64	5.495	-0.052	0.068	-0.017
Si	1.303	1.356	6.881	-0.025	0.075	0.001
Si	4.062	4.081	6.889	0.071	-0.034	-0.016
Si	1.319	6.851	6.908	-0.028	0.005	0.007
Si	4.078	9.592	6.866	-0.035	0	-0.021
Si	1.331	12.319	6.866	-0.023	0.001	-0.003
Si	4.073	15.036	6.856	-0.062	0.024	0.022
Si	6.795	1.325	6.868	0.06	-0.015	0.003
Si	9.524	4.065	6.86	-0.012	0.048	-0.001
Si	6.815	6.842	6.885	-0.07	0.031	-0.012
Si	9.523	9.55	6.876	0.013	0.022	0.026
Si	6.822	12.317	6.853	-0.053	-0.008	0.018
Si	9.504	15.004	6.837	0.014	0.041	0.003
Si	12.221	1.322	6.863	0.044	0.057	-0.005
Si	14.949	4.069	6.875	0.017	0.036	-0.014
Si	12.246	6.805	6.882	0.016	-0.008	0.005
Si	14.955	9.575	6.88	0.026	0.025	-0.008
Si	12.244	12.281	6.856	0.057	-0.016	0.02
Si	14.982	15.021	6.863	0.003	0.007	-0.014
Si	16.349	2.729	8.245	-0.006	-0.044	0.007
Si	2.71	0.001	8.227	0.018	0.001	0.002
Si	16.357	8.228	8.246	0.037	-0.012	0.006
Si	2.71	5.472	8.248	-0.032	-0.01	0.009
Si	16.376	13.679	8.238	0.047	0.018	0.003
Si	2.712	10.954	8.231	-0.024	-0.028	0.005
Si	5.452	2.718	8.236	-0.05	0.006	0.002
Si	8.174	16.376	8.229	-0.046	-0.023	0.005
Si	5.452	8.224	8.237	0.019	-0.015	0.012
Si	8.181	5.457	8.233	-0.012	-0.025	0.001
Si	5.455	13.677	8.222	-0.006	-0.02	0.001
Si	8.18	10.945	8.232	0.005	-0.026	0.004
Si	10.893	2.713	8.238	0.015	-0.014	0.001
Si	13.62	16.385	8.236	0	-0.017	-0.004
Si	10.898	8.191	8.242	-0.021	-0.05	-0.011
Si	13.626	5.457	8.25	0.038	0.013	-0.005
Si	10.896	13.665	8.22	0.007	0	-0.013
Si	13.615	10.942	8.248	-0.016	-0.052	0.008
Si	1.344	4.095	9.6	-0.005	0.022	0.001
Si	4.095	1.353	9.599	-0.014	0.034	-0.002
Si	1.357	9.578	9.599	-0.007	0.001	0.007
Si	4.098	6.843	9.607	-0.001	-0.002	0.006
Si	1.362	15.03	9.6	-0.02	0.011	-0.001
Si	4.105	12.304	9.592	-0.009	0.027	-0.002
Si	6.822	4.091	9.603	0.005	0.007	0
Si	9.539	1.341	9.604	0.012	0.013	-0.007
Si	6.827	9.581	9.609	-0.036	0.021	0.013
Si	9.546	6.823	9.607	0.006	0.029	-0.001
Si	6.827	15.02	9.606	0.008	0.043	0.001
Si	9.555	12.298	9.605	0.012	-0.001	-0.011
Si	12.267	4.081	9.606	0	0.026	-0.007
Si	15.002	1.344	9.61	0.01	0.038	-0.008
Si	12.271	9.56	9.607	0.04	0.022	0.005
Si	15.011	6.833	9.597	0.015	-0.02	-0.003
Si	12.272	15.012	9.608	0.023	0.027	-0.002
Si	15.018	12.295	9.601	-0.003	0.005	-0.005

Results
total energy: -115458.667 eV
total energy less fixed offsets of O -438.35, Si -107.03 eV per atom: 7.673 eV
